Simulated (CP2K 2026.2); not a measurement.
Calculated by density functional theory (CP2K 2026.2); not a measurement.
Periodic cell of 503 atoms, Si360O143, from a study of silicon, its oxide and their interface. The atomic structure is a simulated model.
Doubt: the forces sum to 1.55 eV/angstrom along one axis rather than to zero, so they err by at least 0.0031 eV/angstrom per atom on average; the grid cutoff is modest.

Settings
functional: PBE
method: Gaussian and plane waves
basis set: DZVP-MOLOPT-SR-GTH
pseudopotentials: GTH-PBE
grid cutoff: 300 Ry, relative cutoff 40 Ry
k points: Gamma only
occupations: fixed
spin: none
net charge: 0

Cell vectors (angstrom)
a 16.32 0 0
b 0 16.32 0
c -5.7684 -2.8247 33.8604

Atoms and the computed forces on them: element, x, y, z (angstrom), force x, y, z (eV/angstrom)
Si -0.987 -1.677 2.786 0.089 0.042 -0.026
Si 1.568 1.176 2.596 0.035 -0.031 0.005
Si -1.406 3.919 2.485 0.008 0.031 -0.051
Si 1 7.023 2.621 0.13 -0.128 0.736
Si -1.46 9.046 2.255 -0.461 -0.31 0.362
Si 0.843 -3.496 2.733 0.024 0.024 0.02
Si 4.214 -1.611 2.9 -0.373 0.393 0.133
Si -9.707 2.093 2.957 -0.034 0.374 0.578
Si 4.755 3.605 2.926 -0.09 -0.054 0.474
Si 6.828 6.812 2.826 -0.047 -0.02 0.035
Si 4.053 9.624 2.66 0.287 -0.406 0.244
Si -9.884 -3.79 2.918 0.132 -0.137 0.741
Si -6.64 -1.548 3.042 -0.047 0.102 0.712
Si -3.838 1.195 2.757 0.05 -0.064 0.019
Si -6.752 4.048 2.791 0.028 0.009 0.024
Si -4.236 6.577 2.446 0.059 -0.004 -0.065
Si -6.89 -6.877 2.614 -0.024 0.033 -0.126
Si -4.425 -3.78 2.799 0.214 -0.171 0.719
Si 0.141 -0.044 4.08 -0.033 -0.061 0.023
Si 2.812 2.673 3.934 0.019 -0.005 0.05
Si -0.103 5.37 3.883 0.065 -0.005 0.005
Si 2.659 8.175 3.914 -0.043 0.017 -0.011
Si -0.083 -5.186 4.044 0.391 0.206 0.299
Si 2.586 -2.713 4.121 -0.034 -0.012 -0.048
Si 5.386 -0.184 4.274 -0.301 -0.175 0.343
Si -8.049 2.861 4.319 0.044 -0.001 -0.035
Si 5.493 5.447 4.17 -0.067 0.028 0.019
Si -8.144 8.172 4.146 -0.009 0.008 0.004
Si 5.343 -5.438 4.168 0.037 0.036 -0.017
Si -8.243 -2.733 4.243 0.023 -0.061 0
Si -5.352 0.036 4.154 -0.006 -0.03 -0.04
Si -2.627 2.676 4.09 -0.024 0.003 -0.002
Si -5.453 5.444 4.099 -0.011 -0.003 0.009
Si -2.863 7.982 3.794 -0.015 0.038 -0.016
Si -5.522 -5.492 3.989 -0.023 0.061 -0.025
Si -2.707 -2.711 4.063 -0.061 0.023 0.003
Si -1.26 1.333 5.419 -0.024 -0.048 0.018
Si 1.376 4.068 5.249 -0.03 0.031 -0.033
Si -1.447 6.744 5.273 0.015 0.02 -0.019
Si 1.298 9.581 5.279 -0.016 -0.01 0.002
Si -1.443 -4.041 5.527 0.001 0.003 0.004
Si 1.403 -1.318 5.558 0.017 0.029 0.035
Si 4.081 1.369 5.468 0.044 0.049 -0.073
Si 6.88 4.215 5.614 -0.056 -0.081 -0.014
Si 4.012 6.828 5.36 -0.01 0.033 -0.012
Si 6.775 -6.79 5.462 0.005 0.006 0.016
Si 3.949 -4.103 5.485 0.021 0.026 0.045
Si -9.517 -1.396 5.651 0.016 0.043 0.014
Si -6.744 1.356 5.517 -0.016 -0.04 0.017
Si -4.049 4.057 5.405 -0.023 0.016 0
Si -6.766 6.824 5.484 -0.027 0 -0.001
Si -4.08 -6.857 5.265 0.051 0.001 -0.013
Si -6.85 -4.17 5.462 0.017 0.004 -0.003
Si -4.019 -1.346 5.479 -0.005 -0.037 0.041
Si -2.651 0.012 6.813 -0.044 0.003 0.003
Si 0.078 2.729 6.736 0.004 0.036 -0.005
Si -2.712 5.429 6.76 -0.015 0.012 -0.005
Si -0.061 8.157 6.621 -0.009 0.004 0.005
Si -2.776 -5.501 6.751 -0.055 -0.039 -0.008
Si -0.021 -2.694 6.843 0.01 0.018 -0.023
Si 2.757 0.033 6.891 0.027 -0.012 -0.011
Si 5.466 2.749 6.806 -0.004 0.006 0.054
Si 2.67 5.439 6.696 0.013 -0.029 0.032
Si 5.386 -8.16 6.767 0.001 -0.016 -0.014
Si 2.621 -5.477 6.805 -0.041 -0.007 -0.026
Si 5.364 -2.774 6.87 -0.032 0.001 -0.018
Si -8.121 0.008 6.884 -0.012 0.019 0.014
Si -5.391 2.735 6.829 -0.006 0.005 0.021
Si -8.101 5.538 6.933 0.044 -0.009 0.015
Si -5.393 8.189 6.774 0.026 -0.013 0.004
Si -8.193 -5.471 6.858 0.019 -0.006 -0.003
Si -5.436 -2.757 6.764 0.006 0.001 -0.016
Si -1.354 -1.343 8.211 0.006 0.011 0.003
Si 1.369 1.397 8.187 0.002 0.019 -0.019
Si -1.324 4.075 8.104 0.012 -0.023 -0.013
Si 1.305 6.812 8.049 0.006 0.003 -0.011
Si -1.375 9.482 8.086 0.019 -0.008 -0.003
Si 1.317 -4.091 8.175 0.013 -0.004 0.005
Si 4.08 -1.365 8.225 0.013 0.015 0.008
Si 6.81 1.382 8.187 -0.006 -0.003 0.001
Si 4.05 4.11 8.112 0.007 -0.003 -0.008
Si 6.765 6.862 8.191 -0.011 -0.001 0.011
Si 4.036 -6.81 8.146 0.009 -0.006 0.002
Si 6.766 12.21 8.205 -0.002 0.002 -0.008
Si -6.764 -1.394 8.178 0.011 -0.008 0.003
Si -4.032 1.364 8.169 0.009 -0.005 0.011
Si -6.754 4.093 8.198 -0.001 -0.013 0.021
Si -4.06 6.796 8.132 0.001 0.008 0.004
Si -6.79 -6.816 8.165 0.004 0.008 0.015
Si -4.103 -4.12 8.136 -0.018 0.004 0.005
Si 0.006 0.029 9.542 0.007 -0.029 -0.003
Si 2.726 2.76 9.522 0.024 -0.02 0.007
Si 0 5.453 9.478 0.008 0.009 -0.003
Si 2.676 -8.187 9.475 -0.008 -0.001 0
Si -0.041 -5.472 9.492 -0.006 0.01 -0.001
Si 2.694 -2.735 9.535 -0.015 0.014 0.009
Si 5.46 0.005 9.543 -0.012 -0.004 0.011
Si 8.178 2.734 9.534 -0.006 0.012 -0.008
Si 5.412 5.454 9.499 -0.002 -0.006 0.001
Si 8.149 8.185 9.544 0.018 -0.008 -0.003
Si 5.403 10.85 9.541 -0.013 0.017 -0.004
Si 8.155 -2.732 9.531 -0.003 0.018 0
Si -5.407 -0.01 9.52 0.006 -0.008 0.004
Si -2.677 2.734 9.512 -0.004 -0.004 -0.007
Si -5.403 5.456 9.534 -0.013 0.008 -0.003
Si -2.708 8.148 9.494 -0.009 -0.003 0.006
Si -5.457 -5.442 9.527 -0.003 0.001 0.012
Si -2.739 -2.74 9.504 0.01 -0.025 -0.01
Si -1.34 1.341 16.292 -0.008 0 -0.011
Si 1.396 4.064 16.297 0 -0.002 -0.014
Si -1.383 6.842 16.297 0 -0.011 -0.013
Si 1.334 -6.768 16.307 0.018 -0.012 -0.011
Si -1.343 -4.076 16.357 -0.002 -0.007 0.016
Si 1.379 -1.361 16.367 0.007 -0.004 0.016
Si 4.093 1.352 16.374 0.004 -0.013 0.005
Si 6.8 4.061 16.354 0.004 -0.004 0.012
Si 4.09 -9.53 16.281 -0.015 0.03 -0.014
Si 6.81 9.495 16.287 -0.013 0.006 -0.014
Si 4.034 -4.057 16.305 0.001 -0.009 -0.016
Si 6.764 -1.326 16.309 0.012 0.002 -0.011
Si -6.822 1.382 16.271 0.002 -0.019 -0.004
Si -4.108 4.11 16.291 0.005 -0.008 -0.006
Si -6.804 6.772 16.345 0.012 -0.007 0.003
Si -4.074 9.514 16.346 0.002 0.005 0.013
Si -6.794 -4.107 16.298 0 0.007 -0.015
Si -4.064 -1.378 16.288 -0.009 0.004 -0.011
Si -2.696 -0.029 17.639 0.008 -0.019 -0.005
Si 0.028 2.703 17.632 0.003 0.001 -0.009
Si -2.754 5.488 17.637 -0.007 0.013 -0.016
Si -0.032 8.204 17.659 -0.025 0.033 -0.005
Si -2.709 -5.441 17.716 0.004 -0.007 0.01
Si 0.026 -2.724 17.747 0.019 0.008 0
Si 2.742 -0.009 17.761 0.001 -0.011 0.018
Si 5.458 2.701 17.757 0 0 0.018
Si 2.771 5.414 17.643 0.001 -0.005 -0.001
Si 5.453 -8.188 17.637 0.001 -0.009 -0.016
Si 2.673 -5.404 17.678 -0.031 0.015 -0.002
Si 5.382 -2.682 17.649 -0.011 0.019 -0.002
Si -8.185 0.05 17.639 -0.005 -0.003 -0.002
Si -5.486 2.749 17.627 0.008 0.008 -0.002
Si -8.16 5.408 17.733 -0.004 -0.004 0.019
Si -5.435 8.135 17.702 -0.001 -0.01 0.015
Si -8.149 -5.48 17.645 0.012 -0.011 -0.013
Si -5.425 -2.742 17.631 0.007 -0.006 -0.016
Si -1.357 -1.354 19.074 0.003 0.002 0.021
Si 1.355 1.385 19.071 0.003 -0.023 -0.005
Si -1.351 4.113 18.887 0.007 -0.001 -0.055
Si 1.36 6.793 18.89 0.004 -0.013 -0.047
Si -1.351 -6.782 19.118 -0.005 -0.012 -0.001
Si 1.359 -4.091 19.166 0.019 0.005 -0.005
Si 4.092 -1.384 19.164 -0.011 0.017 -0.01
Si -9.481 1.342 19.138 0.008 0.002 0.009
Si 4.111 4.105 19.096 0.01 0.005 0.01
Si -9.56 6.772 19.056 -0.042 0.007 -0.002
Si 4.091 -6.782 18.918 -0.013 -0.005 -0.038
Si -9.538 -4.065 18.888 0 -0.006 -0.026
Si -6.809 -1.344 18.894 0.006 -0.007 -0.034
Si -4.081 1.382 18.884 0.009 0.001 -0.016
Si -6.811 4.025 19.115 -0.014 0.005 0.03
Si -4.076 6.795 19.102 -0.003 0.005 -0.021
Si -6.822 9.47 19.051 0.021 -0.007 0.013
Si -4.093 -4.079 19.047 -0.004 -0.002 0.009
Si -0.022 0.04 20.441 0.026 0.007 -0.041
Si 2.703 2.777 20.424 -0.014 -0.003 -0.052
Si -0.003 5.46 20.226 0 0.017 -0.017
Si 2.726 8.146 20.182 -0.02 0.02 0.045
Si -0.023 -5.438 20.566 -0.005 0 0.027
Si 2.728 -2.748 20.574 0.027 0.025 0.02
Si 5.525 -0.056 20.522 0.024 -0.049 -0.046
Si -8.145 2.684 20.584 -0.015 0.016 -0.022
Si 5.487 5.423 20.525 0.049 -0.007 -0.034
Si -8.207 8.105 20.414 0.004 -0.001 -0.045
Si 5.448 -5.406 20.234 -0.042 -0.021 0.041
Si -8.177 -2.708 20.194 0.039 0.032 0.018
Si -5.436 0.016 20.189 0.033 -0.039 -0.001
Si -2.723 2.765 20.179 0.008 -0.012 -0.025
Si -5.439 5.398 20.45 0.016 0.003 -0.034
Si -2.708 -8.153 20.481 -0.013 0.003 0.006
Si -5.447 -5.479 20.381 -0.001 -0.018 -0.03
Si -2.723 -2.736 20.427 -0.014 -0.008 -0.03
Si -1.452 1.499 21.649 0.071 0.021 0.029
Si 1.284 4.183 21.707 0.037 -0.025 0.092
Si -1.281 6.745 21.717 -0.059 0.009 0.062
Si 1.455 -6.919 21.683 -0.04 0.042 0.018
Si -1.486 -4.087 21.934 0.006 -0.036 0.014
Si 1.268 -1.349 21.85 -0.017 0.007 0.022
Si 4.127 1.421 21.709 0.018 0.005 0.051
Si -9.454 4.107 22.016 -0.016 0.012 0.09
Si 4.006 6.861 21.667 0.011 -0.034 0.072
Si 5.015 8.622 22.847 -0.205 0.157 -0.533
Si 4.215 -4.174 21.823 -0.062 0.013 0.059
Si 6.956 -1.503 21.823 -0.005 0.066 0.123
Si -6.677 1.214 21.769 -0.002 0.007 0.114
Si -3.996 4.005 21.696 -0.008 0.003 0.076
Si -6.899 6.68 21.77 -0.019 -0.017 0.044
Si -4.123 -6.804 21.813 -0.038 0.001 0.036
Si -6.86 -4.038 21.56 -0.02 -0.044 -0.016
Si -4.111 -1.26 21.608 0.043 -0.014 -0.019
Si -3.172 0.489 22.905 -0.063 -0.012 0.005
Si 0.594 1.482 24.883 -0.035 0.068 -0.043
Si -2.262 4.995 22.95 0.186 -0.104 -0.505
Si 0.498 7.663 22.962 -0.014 0.008 0.036
Si -3.071 -5.285 23.284 -0.022 0.039 0.004
Si -0.386 -2.44 23.197 -0.055 0.079 0.019
Si 2.712 0.132 22.994 -0.116 -0.15 -0.639
Si 5.318 2.777 23.226 0.09 0.109 -0.705
Si 2.205 5.984 22.926 -0.097 0.111 -0.588
Si -9.551 9.593 21.637 -0.001 -0.017 0.041
Si 5.104 5.502 -3.38 -0.098 0.085 -0.115
Si 6.082 -3.334 23.069 0.048 0.025 -0.016
Si 4.908 -5.22 26.984 0.042 -0.084 -0.067
Si -4.938 2.258 22.986 0.196 -0.213 -0.492
Si -7.912 5.329 23.488 0.296 -0.536 -0.216
Si -5.608 -8.198 23.005 0.12 0.16 -0.732
Si -8.521 -5.041 22.921 0.062 0.027 0.039
Si -5.769 -2.38 22.815 0.017 0.001 0.039
Si 3.367 -1.375 25.383 0.05 0.027 -0.037
Si -3.502 5.392 -1.862 0.091 0.006 0.028
Si -0.537 3.304 22.919 -0.194 0.048 -0.588
Si 0.311 -7.919 25.178 0.093 -0.277 -0.559
Si -2.323 4.625 28.667 0.068 0.022 0.09
Si 3.614 0.573 -4.647 0.022 0.058 -0.058
Si 3.273 -6.047 22.896 0.007 -0.013 -0.001
Si 2.452 -5.868 25.037 0.225 -0.113 -0.604
Si 3.878 4.825 25.133 -0.153 0.087 -0.08
Si -10.086 6.964 25.137 -0.047 0.122 -0.123
Si -5.933 -1.428 27.79 -0.027 -0.048 0.048
Si -8.181 5.066 -4.19 -0.047 0.041 0.06
Si -7.467 -0.661 23.01 0.024 -0.168 -0.692
Si -6.676 3.755 25.134 -0.204 0.6 -0.488
Si -2.344 -6.633 25.12 -0.174 0.417 -0.343
Si -3.574 6.832 24.871 0.027 -0.055 -0.013
Si -7.136 -5.907 24.624 -0.473 0.232 -0.407
Si -4.745 -3.894 24.294 0.056 0.128 -0.725
Si 5.69 8.36 1.457 -0.14 0.091 0.642
Si 3.219 -6.776 -2.775 0.08 -0.023 -0.064
Si -9.927 -7.884 27.897 -0.049 0.002 -0.143
Si -5.054 2.872 1.606 0.337 0.239 0.325
Si 0.751 -3.209 25.083 -0.335 0.042 -0.504
Si -1.677 -0.679 24.28 -0.187 -0.134 -0.774
Si -2.231 -6.471 -0.765 -0.024 -0.099 0.31
Si 3.248 2.969 -2.85 0.037 -0.019 -0.033
Si -9.358 2.099 25.687 0.005 0.032 -0.034
Si 5.2 -5.03 -4.284 -0.041 0.015 0.04
Si 1.968 -4.765 1.063 -0.354 0.288 0.475
Si -3.914 -3.968 -0.244 -0.18 0.015 0.158
Si -5.981 0.835 -0.554 -0.015 -0.041 0.112
Si -2.145 -0.039 1.406 -0.335 -0.38 0.217
Si -10.416 -1.345 -1.1 0.032 -0.068 0.039
Si -3.348 4.665 1.222 -0.151 -0.145 0.658
Si 4.268 7.291 -1.081 -0.053 0.071 0.02
Si -5.333 4.498 28.029 -0.132 -0.039 -0.193
Si -8.397 -5.818 1.132 0.314 -0.275 0.555
Si 2.984 -2.354 -0.706 -0.026 0.156 0.045
Si -5.909 7.771 1.194 0.223 0.087 0.713
Si -8.366 -0.639 26.01 -0.055 -0.022 -0.189
Si -7.898 -1.188 0.312 -0.013 -0.051 -0.031
Si 3.064 -3.756 28.924 -0.06 -0.001 0.089
Si 2.019 -1.728 -3.549 0.047 -0.028 -0.057
Si -3.461 -2.03 26.447 0.03 0.042 -0.105
Si -2.932 -6.72 28.134 0.011 -0.042 -0.078
Si 1.846 0.402 27.275 -0.074 -0.082 -0.119
Si -10.375 -2.987 25.382 0.054 -0.058 -0.753
Si -8.799 -3.127 -3.15 -0.042 -0.062 0.013
Si 0.493 -2.321 27.812 0.024 -0.054 0.074
Si -0.06 6.266 27.527 0.029 0.139 -0.027
Si 2.7 4.88 27.967 -0.023 0.116 -0.061
Si -10.093 3.435 28.19 -0.041 -0.013 0.056
Si -5.583 -7.368 -4.514 0.002 -0.047 0.039
Si -3.402 -0.836 -0.402 0.364 0.197 0.307
Si -7.209 -6.8 27.519 -0.047 0.043 -0.064
Si 3.177 -0.141 1.328 -0.044 -0.096 0.696
Si 4.824 1.418 -0.804 0.062 -0.008 0.249
Si -9.988 3.503 0.526 -0.039 0.115 0.06
Si -5.539 4.123 -3.676 0.046 -0.012 0.131
Si 1.439 6.542 -0.375 -0.018 0.062 0.072
Si -6.426 -4.134 29.007 -0.01 -0.029 -0.031
Si -4.905 7.38 27.646 -0.003 0.088 -0.011
Si -1.114 2.764 -3.706 0.142 -0.031 0.007
Si -6.956 -4 -0.897 -0.072 0.09 0.112
Si -8.061 5.537 1.45 -0.006 -0.125 0.605
Si -0.052 2.311 1.288 0.067 0.188 0.628
Si -4.715 -8.095 -1.628 -0.018 0.05 0.06
Si 0.74 -6.738 -1.081 0.179 0.008 0.086
Si -1.677 5.658 -4.303 -0.043 0.059 0.136
Si -5.694 1.124 -3.587 -0.087 -0.024 -0.089
Si 0.603 3.8 -1.413 0.076 -0.015 0.096
Si -2.901 0.21 -3.369 0.038 -0.015 0.028
Si -1.349 1.375 10.903 -0.002 0.012 0.004
Si 1.356 4.108 10.876 0.004 0.003 -0.006
Si -1.356 6.796 10.865 -0.01 0.002 -0.004
Si 1.341 -6.813 10.854 -0.003 -0.002 0
Si -1.378 -4.096 10.858 0 0.004 0.001
Si 1.352 -1.356 10.882 0.004 0.003 0.005
Si 4.079 1.374 10.868 0.002 0.007 -0.001
Si 6.788 4.095 10.855 0 -0.008 0.001
Si 4.05 6.8 10.869 0.006 -0.002 -0.012
Si 6.786 9.526 10.911 0.021 -0.005 -0.003
Si 4.062 -4.086 10.892 0.01 0.002 0.007
Si 6.81 -1.362 10.897 0.003 0.009 0.002
Si -6.785 1.351 10.875 -0.001 0.001 -0.003
Si -4.047 4.085 10.88 0.001 0.016 0.002
Si -6.801 6.803 10.868 -0.008 -0.01 -0.002
Si -4.075 -6.808 10.853 -0.006 -0.001 -0.002
Si -6.81 -4.088 10.899 -0.001 -0.022 -0.002
Si -4.071 -1.374 10.891 -0.009 0.005 -0.004
Si -2.71 -0.004 12.248 0.01 0 0.003
Si 0.013 2.736 12.255 -0.004 0.001 0.007
Si -2.704 5.445 12.247 -0.003 -0.002 0.01
Si -0.006 -8.161 12.233 0.008 -0.014 0.004
Si -2.73 -5.446 12.221 -0.001 0.007 -0.01
Si -0.015 -2.727 12.216 -0.004 0 -0.02
Si 2.721 0.007 12.224 0.004 -0.005 -0.012
Si 5.441 2.729 12.219 0.006 -0.001 -0.003
Si 2.714 5.446 12.254 0 -0.005 0.012
Si 5.42 8.149 12.244 0.005 0.001 0.003
Si 2.697 -5.451 12.234 0.002 -0.001 -0.008
Si 5.433 -2.721 12.245 0 -0.001 0
Si -8.149 0.001 12.247 -0.006 -0.009 0.011
Si -5.427 2.72 12.227 0.008 0.001 -0.006
Si -8.167 5.443 12.214 0.006 0.012 -0.003
Si -5.439 -8.156 12.217 -0.005 0.002 -0.015
Si -8.171 -5.437 12.269 -0.015 0.008 0.011
Si -5.441 -2.726 12.253 -0.015 0.008 0.009
Si -1.345 -1.371 13.6 0.009 -0.018 0.002
Si 1.377 1.355 13.601 0.016 -0.011 -0.009
Si -1.351 4.09 13.619 0 0.004 0.006
Si 1.351 -9.511 13.607 0.001 0.017 -0.001
Si -1.369 -6.79 13.583 -0.011 0.011 -0.003
Si 1.342 -4.073 13.584 -0.012 0.01 -0.007
Si 4.07 -1.347 13.592 -0.002 0.01 -0.007
Si 6.791 1.371 13.582 -0.01 0.016 -0.002
Si 4.089 4.071 13.596 0.012 -0.012 -0.003
Si 6.801 6.785 13.591 0.008 -0.017 0.002
Si 4.064 9.52 13.601 -0.002 0.005 -0.002
Si 6.784 -4.074 13.62 0.002 0.01 0.013
Si -6.804 -1.366 13.612 0.006 0.006 0.007
Si -4.076 1.362 13.598 -0.01 -0.004 -0.002
Si -6.808 4.085 13.57 -0.02 0.004 -0.004
Si -4.087 6.811 13.582 -0.012 0.006 -0.006
Si -6.791 -6.815 13.598 0.014 -0.016 -0.005
Si -4.071 -4.094 13.599 0.007 -0.018 0.001
Si 0.028 -0.019 14.961 -0.001 -0.004 -0.012
Si 2.75 2.697 14.963 -0.003 -0.004 -0.008
Si 0.006 5.452 14.981 0.003 0.01 0.016
Si 2.706 -8.149 14.967 -0.003 -0.007 0.001
Si -0.019 -5.422 14.947 0.007 0.002 -0.004
Si 2.697 -2.702 14.941 0.001 -0.005 -0.008
Si 5.423 0.023 14.947 0.008 -0.004 -0.004
Si 8.142 2.739 14.932 0.008 -0.006 -0.005
Si 5.456 5.418 14.958 0 -0.004 0.001
Si 8.173 8.132 14.951 -0.003 0.009 -0.004
Si 5.418 10.88 14.972 -0.005 -0.004 0.013
Si 8.145 -2.715 14.981 -0.007 0 0.014
Si -5.437 0 14.955 -0.003 -0.002 0.005
Si -2.722 2.723 14.967 -0.007 -0.006 0.007
Si -5.459 5.452 14.929 0 -0.001 -0.006
Si -2.737 8.18 14.937 0.007 0.002 -0.005
Si -5.427 -5.459 14.957 -0.005 0.007 -0.006
Si -2.698 -2.739 14.956 0.003 0.014 -0.006
O -1.075 -5.837 2.886 -0.135 0.21 0.024
O -9.995 0.507 3.092 0.316 -0.416 -0.225
O 4.335 6.211 -4.628 -0.138 -0.483 -0.126
O 1.839 1.179 23.898 -0.165 0.375 -0.204
O -9.524 -2.031 -2.232 0.113 0.29 -0.175
O -9.722 7.5 26.6 0.513 -0.415 0.264
O -2.739 5.511 24.457 0.356 -0.449 0.485
O -0.738 -6.677 25.343 0.247 0.541 0.045
O -2.357 -1.188 25.657 -0.06 0.142 0.459
O 3.751 -0.709 23.96 0.44 -0.213 -0.06
O -7.75 -6.276 26.081 -0.494 0.149 0.053
O 2.026 -2.218 25.167 0.073 0.183 -0.005
O -2.301 1.702 -3.499 -0.336 0.327 0.227
O -3.432 -2.45 -0.481 0.1 -0.075 -0.059
O -5.882 2.141 0.382 -0.047 0.257 -0.338
O -5.481 2.919 24.4 0.243 0.003 0.237
O -4.832 6.972 23.874 -0.078 -0.324 0.086
O -6.51 -7.277 24.004 -0.416 -0.011 -0.108
O -9.204 2.397 1.429 0.27 0.035 -0.381
O -0.451 0.27 24.76 0.11 -0.004 0.082
O -9.509 -1.28 0.239 -0.258 -0.031 0.551
O -3.066 -6.337 26.558 -0.396 0.371 -0.058
O 4.244 0.928 0.647 0.093 0.553 0.353
O -9.166 -4.476 1.63 0.087 0.136 -0.644
O -6.526 -5.596 28.345 0.177 -0.142 -0.033
O -0.094 2.875 24.456 0.044 0.067 0.505
O 0.046 7.157 28.872 0.536 -0.211 0.294
O 3.26 2.093 -4.216 -0.135 0.05 -0.592
O 1.736 -6.333 -2.295 -0.141 0.308 -0.159
O 4.225 3.6 24.132 -0.306 -0.08 0.179
O 4.557 -2.316 25.874 -0.021 -0.37 0.267
O -0.112 8.137 2.15 0.264 0.338 -0.043
O 2.628 5.628 24.481 -0.196 0.269 0.295
O -7.41 0.077 -0.582 -0.504 0.028 -0.206
O -8.965 4.748 0.3 0.129 0.25 -0.65
O 3.132 -5.632 1.797 0.17 0.151 -0.131
O -5.659 1.392 -2.01 0.2 0.45 0.168
O -2.807 -4.968 -0.84 0.232 0.229 -0.376
O -7.262 -2.605 -0.137 0.287 0.001 0.23
O -4.522 6.635 -1.78 -0.221 -0.13 -0.128
O -1.374 -6.997 28.466 0.218 0.256 -0.2
O -10.624 7.537 29.04 -0.135 0.27 0.542
O 3.472 6.116 28.704 -0.479 0.653 -0.16
O 1.549 6.364 1.232 0.168 -0.584 -0.039
O 1.306 -4.723 25.058 -0.368 -0.118 -0.167
O -1.109 1.128 0.843 -0.299 -0.251 -0.375
O -3.021 4.964 -0.375 0.351 -0.249 -0.219
O 5.446 2.274 28.975 -0.169 0.003 -0.239
O 0.877 8.006 -0.738 -0.439 0.036 -0.146
O 5.175 5.766 25.228 0.06 -0.037 -0.064
O -5.904 -4.876 24.893 0.175 -0.049 0.596
O 3.455 4.381 26.622 -0.084 -0.169 0.029
O 4.963 3.984 1.302 -0.497 0.075 -0.107
O 4.374 -4.213 28.117 0.255 0.069 0.245
O -7.675 -0.295 24.592 0.214 0.245 0.172
O -4.708 -1.061 26.808 -0.117 0.597 -0.252
O 5.316 -2.732 2.356 -0.195 -0.081 -0.531
O -2.674 8.152 24.673 0.288 -0.056 -0.519
O -8.094 -2.288 -4.319 0.251 -0.088 -0.294
O 1.774 -7.276 25.518 0.261 -0.337 0.206
O -2.074 -7.027 0.765 -0.15 -0.276 -0.115
O -6.999 0.238 -3.93 -0.454 0.165 0.084
O -0.301 6.438 -4.671 0.326 0.123 0.163
O -7.881 2.719 25.467 0.076 -0.339 0.287
O -5.464 -7.83 -0.212 -0.156 0.37 -0.121
O -8.521 3.413 28.523 0.271 0.375 -0.448
O 3.92 -7.514 -1.517 0.054 0.474 0.431
O -3.739 4.123 28.043 0.052 -0.574 -0.297
O 0.517 5.372 -1.011 -0.253 0.048 -0.31
O -10.832 -6.586 27.59 -0.276 0.075 0.026
O -3.957 -4.317 1.338 0.3 -0.199 -0.127
O -3.429 -5.519 29.067 0.246 0.262 -0.201
O -3.815 -8.051 28.46 0.049 -0.219 0.478
O -10.802 0.16 -1.536 0.106 0.051 -0.347
O 4.582 -2.226 -0.873 0.18 -0.182 0.275
O 0.769 -0.741 27.638 -0.483 0.105 0.201
O -10.598 4.9 28.603 0.331 -0.128 -0.296
O -4.387 0.265 -3.993 -0.052 -0.464 -0.438
O -5.556 -2.638 2.46 -0.2 -0.139 -0.468
O 3.12 -7.831 -3.992 -0.182 0.003 0.148
O -1.545 4.067 -4.553 -0.153 -0.13 -0.409
O -9.177 -2.025 25.883 0.155 -0.212 0.189
O -6.992 4.668 -3.145 -0.155 0.225 0.655
O 1.12 1.558 26.401 -0.116 0.478 0.412
O 1.829 3.602 -2.44 0.022 0.11 -0.304
O -10.274 -4.431 26.131 0.675 -0.509 0.253
O -5.35 -4.201 -0.96 -0.086 0.016 -0.173
O -7.634 -3.924 -2.362 0.115 -0.208 -0.278
O -3.937 -3.276 25.555 0.276 -0.308 0.372
O -4.911 -0.301 -0.109 -0.11 -0.097 0.43
O 2.929 6.395 -0.971 0.118 -0.388 -0.086
O -6.029 -3.043 27.878 0.246 -0.233 -0.635
O -0.044 7.211 26.218 -0.085 -0.055 0.069
O -7.416 -0.846 1.805 -0.106 0.258 -0.043
O -9.911 -4.16 -3.685 0.218 0.149 0.16
O -9.52 -6.952 0.763 -0.136 -0.037 -0.569
O -4.374 4.195 -2.541 0.089 -0.304 0.195
O 4.131 -5.491 -3.15 -0.048 0.354 0.378
O -10.743 -8.114 24.339 -0.256 0.342 0.504
O -0.115 -2.961 26.445 -0.71 0.017 0.055
O 2.692 3.677 29.027 0.052 0.087 0.218
O -6.03 4.271 26.557 -0.05 0.181 0.1
O 0.471 -1.296 -3.693 -0.265 0.031 0.556
O -6.125 -7.967 27.252 0.085 -0.22 -0.126
O -7.581 -5.306 -0.169 0.117 -0.526 -0.559
O -0.561 -2.489 29.026 0.182 -0.23 0.435
O -10.093 1.893 24.261 -0.15 -0.715 0.014
O 0.039 2.016 -4.58 0.68 -0.008 0.001
O -1.434 5.404 27.552 -0.15 0.008 -0.289
O 3.027 -0.464 -3.559 0.345 0.21 0.386
O 2.226 -2.442 -2.122 -0.27 -0.382 -0.029
O -9.277 0.643 26.392 -0.389 -0.091 0.548
O -2.22 5.827 -2.772 0.225 0.366 0.262
O 2.474 -1.051 0.141 -0.52 0.139 -0.152
O -8.747 6.398 24.432 0.106 0.151 0.327
O -3.252 -7.416 -1.58 0.145 0.142 -0.559
O -2.859 -2.605 27.813 0.141 -0.309 0.218
O 5.027 7.398 0.325 -0.033 -0.307 -0.049
O -2.911 -0.239 -1.821 0.329 0.23 0.046
O -10.454 2.669 -0.77 0.028 0.285 -0.468
O -4.135 6.758 26.367 0.178 -0.097 -0.003
O -7.04 6.637 0.773 0.189 0.055 -0.698
O -8.462 -7.379 28.363 0.083 0.119 0.667
O 1.21 5.288 27.54 -0.167 -0.025 0.013
O -9.683 5.092 -3.635 -0.081 -0.115 -0.017
O -2.066 -0.882 -4.204 -0.373 -0.406 -0.192
O -10.216 3.125 26.604 -0.685 0.305 -0.088
O 4.309 4.161 -2.998 0.344 -0.262 -0.098
O 0.673 2.938 -0.042 0.262 -0.129 -0.071
O 3.093 -0.231 26.473 0.525 0.329 0.222
O 1.065 -5.821 0.219 -0.446 -0.056 -0.144
O -5.566 -7.563 -2.901 -0.556 0.325 -0.063
O 3.647 -5.55 26.05 -0.143 0.27 0.166
O 5.191 6.558 -2.164 0.318 -0.142 0.074
O -5.664 2.605 -4.236 0.138 0.106 -0.458
O -7.281 -0.825 27.169 0.157 0.357 0.433
O -0.794 -6.476 -1.497 -0.127 -0.042 -0.629
O -0.679 3.277 -2.239 -0.628 -0.111 0.064
O 2.45 1.072 28.577 0.606 -0.381 0.286
O 1.889 -3.09 28.048 0.046 0.085 -0.337
O -5.456 6.077 28.433 -0.446 0.046 0.24
O 2.696 -3.737 0.05 0.325 0.032 -0.016
O 3.58 1.933 -1.665 -0.574 -0.057 -0.032

Results
total energy: -101217.830 eV
total energy less fixed offsets of O -438.25, Si -107.07 eV per atom: -2.880 eV
